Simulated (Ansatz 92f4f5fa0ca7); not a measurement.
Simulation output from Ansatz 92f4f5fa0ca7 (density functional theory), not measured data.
Periodic cell of 237 atoms, Si146O90B1, from a study of silicon, its oxide and their interface. The atomic structure is a simulated model.
Doubt: the cutoff is far below the 930 eV that the study's wrapper takes by default for these files, so forces and energies are approximate.
This geometry differs little from another in the collection (a relaxation step or a small displacement).

Settings
functional: PBE
potential files: Ansatz PAW
basis: plane waves
wave-function cutoff: 580 eV
density cutoff ratio: 5
exchange-correlation grid ratio: 1
k mesh: 1 x 1 x 1, Gamma-centred
self-consistency stop: 5e-08 eV per atom in the density residual
occupations: fixed
spin: none
net charge: -1 e, with a uniform compensating background and no finite-size correction

Cell vectors (angstrom)
a  11.6015  0  0
b  0  10.938  0
c  0  0  32.0622

Atoms: element, x, y, z (angstrom)
Si  -0.189  -0.0936  23.2705
Si  3.672  0.2705  23.1107
Si  7.4722  -0.1373  23.4392
Si  1.6773  1.4012  23.4367
Si  5.7266  1.4724  23.268
Si  9.4239  1.173  23.3271
Si  0.1452  5.4097  23.4388
Si  4.3579  5.4566  23.4434
Si  7.8337  5.5969  23.7013
Si  2.2601  6.5906  23.3431
B  6.086  6.6727  23.4986
Si  9.854  6.8323  23.6881
Si  1.9212  2.723  25.3802
Si  5.8162  2.69  25.3174
Si  9.653  2.6408  25.2431
Si  11.5908  4.0353  25.3529
Si  3.9091  4.0565  25.292
Si  7.7742  4.0277  25.3931
Si  1.986  8.166  25.1588
Si  5.8089  7.9998  25.1257
Si  9.7148  8.2795  25.4848
Si  11.6501  9.5676  25.2777
Si  3.9264  9.5386  25.0071
Si  7.6532  9.465  25.3754
Si  11.6714  -0.0061  27.2115
Si  3.9091  -0.0807  27.0636
Si  7.759  -0.0435  27.2448
Si  2.0095  1.3208  27.2535
Si  5.8244  1.2971  27.2061
Si  9.7079  1.3058  27.1888
Si  11.5906  5.4755  27.2282
Si  3.8564  5.4368  27.2213
Si  7.7206  5.4527  27.2778
Si  1.9424  6.8279  27.146
Si  5.7756  6.8118  27.1724
Si  9.6531  6.8199  27.3246
Si  1.9571  2.7174  29.1679
Si  5.8002  2.7176  29.1195
Si  9.6799  2.7166  29.1181
Si  0.0179  4.0841  29.1422
Si  3.8724  4.0962  29.1635
Si  7.7397  4.0842  29.1853
Si  1.9446  8.1827  29.1033
Si  5.804  8.1716  29.116
Si  9.6785  8.1984  29.2294
Si  0.0191  9.5553  29.1456
Si  3.8785  9.5484  29.0706
Si  7.7353  9.5453  29.181
Si  0.0088  -0.0011  31.0826
Si  3.8672  -0.0048  31.0305
Si  7.7334  0.0047  31.0922
Si  1.9387  1.3674  31.1029
Si  5.7982  1.3681  31.0572
Si  9.6734  1.3627  31.0694
Si  0.0152  5.4605  31.0757
Si  3.8794  5.4724  31.0907
Si  7.7448  5.4622  31.1181
Si  1.945  6.8337  31.053
Si  5.8115  6.8346  31.0719
Si  9.684  6.8242  31.1456
Si  1.9406  2.7499  0.9748
Si  5.8024  2.7474  0.923
Si  9.6712  2.7329  0.9509
Si  -0.0042  4.1056  0.9468
Si  3.8737  4.1198  0.97
Si  7.7443  4.1109  0.9939
Si  1.9373  8.212  0.9279
Si  5.8038  8.2226  0.9347
Si  9.6755  8.219  1.0045
Si  0.0062  9.5899  0.9736
Si  3.867  9.5893  0.9327
Si  7.7428  9.5801  0.9677
Si  11.619  0.0351  2.9146
Si  3.8646  0.0221  2.8924
Si  7.7482  0.0213  2.8913
Si  1.944  1.4046  2.9201
Si  5.8201  1.3684  2.8288
Si  9.6683  1.3869  2.9055
Si  11.574  5.5037  2.8549
Si  3.8863  5.4991  2.903
Si  7.7434  5.514  2.9198
Si  1.922  6.8259  2.846
Si  5.8174  6.8664  2.8663
Si  9.6682  6.9011  2.9693
Si  1.9219  2.8366  4.8204
Si  5.8461  2.7197  4.746
Si  9.6053  2.7968  4.821
Si  11.5486  4.1385  4.768
Si  3.9308  4.1006  4.8176
Si  7.7245  4.2082  4.8871
Si  1.8993  8.1504  4.7904
Si  5.8177  8.2597  4.7733
Si  9.6729  8.3228  4.9107
Si  11.6444  9.6585  4.8848
Si  3.8285  9.492  4.7713
Si  7.7322  9.6778  4.8813
Si  11.607  0.2373  6.7738
Si  3.7596  -0.0491  6.6377
Si  7.7231  0.0464  6.907
Si  2.0612  1.5131  6.7576
Si  5.7244  1.2703  6.624
Si  9.6507  1.5199  6.8142
Si  11.5369  5.5031  6.6829
Si  3.9964  5.4297  6.7813
Si  7.7499  5.676  6.83
Si  1.9892  6.642  6.637
Si  5.8218  6.9789  6.734
Si  9.767  7.0453  6.9117
O  10.0108  7.9756  8.3069
O  7.6717  9.9239  8.226
O  7.4086  4.7567  8.1835
O  3.3646  10.3365  8.1854
O  2.0452  7.5468  8.0194
O  4.0262  4.5857  8.243
O  9.7744  2.4596  8.2006
O  2.6419  2.3365  8.1258
O  11.4074  4.5679  8.052
O  5.3851  2.3595  7.8305
O  5.8172  7.9837  8.0778
O  11.3133  10.3263  8.16
O  11.3682  9.9357  21.8435
O  3.2902  10.993  21.4702
O  6.2938  7.2779  22.1905
O  4.3436  4.5498  22.0035
O  7.335  9.7854  22.1145
O  9.8883  7.7815  22.3152
O  1.6217  2.4764  22.1658
O  5.9652  2.4493  21.9176
O  8.278  4.8044  22.28
O  -0.116  4.4899  22.0509
O  2.449  7.3825  21.8783
O  9.164  1.9247  21.8658
Si  1.9282  7.7856  9.5984
Si  5.1054  0.5263  17.7457
Si  2.5041  5.4312  14.0108
Si  10.5575  3.8977  14.0181
Si  8.275  2.4022  15.2333
Si  9.6116  2.3454  20.3659
Si  10.5218  3.6475  9.051
Si  0.035  2.3288  11.553
Si  11.069  8.1442  15.4059
Si  5.1721  6.9187  14.0452
Si  5.7894  2.6156  11.1211
Si  8.4837  7.7787  19.4172
Si  8.0924  4.9261  20.6805
Si  5.977  9.5993  15.2118
Si  1.9046  7.6225  20.3665
Si  1.9391  4.9436  18.8055
Si  4.4517  3.3657  18.1001
Si  8.568  8.996  16.8342
Si  0.8594  9.4937  13.3007
Si  9.928  10.6574  11.733
Si  5.3659  3.7135  21.047
Si  0.5992  5.4915  16.263
Si  10.7944  9.155  9.1475
Si  6.4274  8.6432  21.3638
Si  7.1231  7.1131  11.5115
Si  2.6835  0.7433  12.1967
Si  10.7112  8.5844  21.1711
Si  5.9881  4.2684  15.6857
Si  7.0901  0.4735  12.9744
Si  4.0853  2.9814  8.5954
Si  0.8932  6.7648  11.8945
Si  6.5647  9.0489  9.0713
Si  0.6839  3.3547  21.1834
Si  9.814  6.5652  12.8914
Si  7.745  4.5456  9.759
Si  3.7792  9.9758  20.2811
Si  4.2822  3.0358  13.5186
Si  3.853  10.017  9.7125
Si  8.1243  0.8668  18.0281
O  11.5074  3.2802  12.8586
O  9.371  4.4801  9.8744
O  8.9688  3.7683  19.9505
O  4.3207  -0.2906  18.9041
O  11.3142  4.524  15.3095
O  9.8747  9.7934  10.3407
O  3.7816  1.5419  13.1037
O  0.7027  9.0592  14.8638
O  6.5377  1.055  18.3524
O  4.6616  3.1203  19.6972
O  6.2787  1.1681  11.7285
O  0.5619  8.6391  9.8595
O  5.6294  4.1851  17.2801
O  8.4658  7.2712  12.3912
O  4.44  2.6574  10.1663
O  2.0868  5.5753  15.5751
O  3.3637  0.0773  10.8843
O  5.9158  7.1659  12.6054
O  2.311  6.452  19.3008
O  0.6637  4.9258  17.7809
O  8.4343  10.688  12.3859
O  5.4717  10.093  9.6718
O  0.2848  7.6999  20.4637
O  9.734  2.6334  14.5905
O  2.0309  10.6023  13.2185
O  10.0282  9.1273  16.1452
O  6.1419  10.3299  13.7518
O  7.4381  1.5684  14.1232
O  1.6654  4.0481  20.1104
O  5.8261  5.7444  14.9924
O  7.4371  9.0293  15.6713
O  1.5082  1.6791  11.6101
O  7.1481  8.29  10.386
O  4.2464  1.8812  17.4177
O  7.0722  3.1657  10.2894
O  11.5915  6.9937  16.4153
O  8.3742  10.2299  17.8387
O  3.2807  8.5385  10.0949
O  7.5458  3.8345  15.4964
O  3.139  4.2949  17.9329
O  2.9418  3.9294  13.6083
O  1.361  8.2275  12.4262
O  1.2077  5.7132  13.0801
O  5.0534  8.2884  14.9239
O  11.241  2.4156  20.3465
O  11.0073  10.0119  12.7684
O  5.359  3.5593  12.3934
O  5.0306  3.1511  14.9542
O  6.5041  4.6966  20.4024
O  8.4808  1.6223  16.634
O  10.413  1.2514  11.4629
O  10.8872  6.6551  11.6578
O  2.5498  9.0118  19.8113
O  1.7284  6.4435  10.5232
O  7.0469  8.3695  19.8819
O  8.4925  7.6665  17.7779
O  3.6613  6.4927  13.6456
O  9.5706  5.0177  13.3432
O  4.9267  9.1561  21.0638
O  10.3412  7.4174  14.1543
O  8.6675  6.2911  20.0228
O  7.117  5.7109  10.6941
O  5.3297  10.5562  16.3825
O  9.0861  1.2936  19.2484
O  11.5926  3.1432  10.1527
O  9.6493  8.8061  19.9508

Results
free energy: -144146.650 eV
free energy less fixed offsets of B -154.04, O -568.88, Si -635.61 eV per atom: 5.650 eV

Forces (eV/angstrom), in the order of the atoms: element, x, y, z
Si  0.0189  -0.0195  -0.0176
Si  0.1088  -0.0498  -0.0089
Si  -0.0464  -0.0028  -0.0425
Si  -0.0877  0.0635  -0.0109
Si  -0.041  -0.0138  -0.036
Si  0.0111  0.0007  -0.0624
Si  0.0829  -0.0526  0.011
Si  -0.0119  0.1844  -0.2389
Si  0.0651  0.2442  -0.229
Si  -0.1182  0.0977  -0.0607
B  -0.0711  -0.0329  0.0333
Si  0.0738  -0.0259  -0.0176
Si  -0.0349  0.0148  -0.0346
Si  -0.0141  0.0392  0.0026
Si  0.0572  -0.0066  -0.0234
Si  0.0048  0.0387  -0.0214
Si  0.0291  -0.1189  0.181
Si  -0.069  -0.154  0.1969
Si  0.0609  -0.01  -0.0195
Si  0.0546  -0.0219  -0.1199
Si  -0.0327  -0.0144  0.0371
Si  -0.006  -0.0511  -0.0309
Si  -0.0647  0.0296  -0.0146
Si  0.0445  -0.014  -0.0072
Si  0.0081  -0.0082  0.0055
Si  0.0423  -0.0255  0.0319
Si  -0.0299  -0.01  0.011
Si  -0.0009  0.0178  0.0062
Si  0.0114  0.0185  0.0274
Si  -0.0406  0.0038  0.0367
Si  -0.0101  -0.0164  -0.0002
Si  0.02  0.0169  -0.0602
Si  -0.0168  0.0246  -0.0593
Si  -0.0117  0.026  0.01
Si  -0.0233  -0.0623  0.0569
Si  0.0258  0.0113  -0.0049
Si  0.0114  -0.0033  0.015
Si  0.0018  -0.0137  -0.0029
Si  0.0208  0.0005  0.0019
Si  -0.0056  0.0165  -0.0129
Si  0.0069  -0.0373  -0.0052
Si  -0.0197  -0.0397  0.0106
Si  0.0046  -0.0181  -0.0187
Si  -0.0027  0.032  -0.0034
Si  -0.0125  0.0044  -0.0034
Si  -0.0056  -0.0064  0.0153
Si  0.0064  0.0093  -0.0189
Si  0.0192  -0.0014  0.0076
Si  -0.0001  0.0144  0.0031
Si  0.0063  0.0089  0.0058
Si  -0.0065  0.0083  -0.0031
Si  0.0043  -0.009  -0.004
Si  0.0083  -0.0018  -0.0012
Si  -0.0079  -0.0198  0.0034
Si  0.002  -0.0074  0.0015
Si  -0.0023  0.0235  -0.0056
Si  0.0069  0.0209  -0.0053
Si  -0.0005  0.0067  0.0106
Si  0.0019  -0.0149  0.004
Si  0.0073  -0.0005  0.0041
Si  0.0031  -0.0019  0.0081
Si  -0.0055  -0.0028  -0.008
Si  0.0069  0.0087  0.0061
Si  -0.0087  0.0014  -0.0075
Si  0.005  -0.0197  0.0034
Si  0.0041  -0.0119  0.0036
Si  0.0041  0.0015  -0.0118
Si  0.0052  0.0166  -0.0078
Si  -0.0059  0.0093  0.0021
Si  -0.0033  -0.003  0.0098
Si  -0.0022  -0.0012  0.0068
Si  0.0073  -0.0053  -0.0017
Si  -0.0014  0.0017  -0.0043
Si  0.001  0.0014  -0.0025
Si  0.0023  0.0031  0.0006
Si  -0.0001  -0.0009  0.001
Si  0.0003  -0.0063  0.0084
Si  0.001  -0.0049  0.0025
Si  -0.0032  -0.001  0.0043
Si  0.0013  0.0099  0.0032
Si  0.0041  0.0074  -0.0025
Si  -0.0001  0.0015  0.0082
Si  -0.001  -0.0102  0.0064
Si  0.0017  -0.0001  0.0062
Si  0.0026  0.0106  -0.0065
Si  0.0015  0.0099  -0.002
Si  -0.004  0.0133  -0.0183
Si  -0.0005  -0.0106  -0.0039
Si  -0.0062  -0.0188  -0.0102
Si  -0.0052  -0.0168  -0.0031
Si  0.0007  0.0089  -0.0049
Si  -0.0012  0.016  -0.0053
Si  0.0028  0.0108  -0.0135
Si  -0.0016  -0.0084  -0.002
Si  0.0001  -0.009  -0.0064
Si  -0.0008  -0.0088  -0.0054
Si  0.0025  -0.0155  0.0045
Si  -0.0027  -0.0171  0.0154
Si  -0.0172  -0.0219  0.0133
Si  0.001  0.0168  0.0104
Si  0.0018  0.0223  -0.0038
Si  0.0081  0.013  0.0208
Si  0.0016  -0.0129  0.0079
Si  0.0009  0.002  0.0129
Si  -0.0087  -0.0099  0.0142
Si  0.0008  0.0136  0.0079
Si  0.0018  0.0086  0.0116
Si  0.0023  0.0107  0.0174
O  -0.0121  -0.0268  -0.0042
O  0.0157  0.0248  -0.0041
O  -0.0009  0.0212  -0.0167
O  -0.0019  0.0094  -0.0183
O  0.0011  -0.0158  -0.0132
O  -0.0035  0.0207  -0.0015
O  -0.0115  -0.0256  -0.007
O  -0.0127  -0.0111  0.0106
O  0.0076  0.0222  -0.0026
O  0.0102  -0.013  0.0101
O  -0.008  -0.0258  -0.0066
O  0.003  0.0275  -0.006
O  -0.0296  0.0012  0.0056
O  0.0479  -0.0504  -0.0672
O  0.0314  -0.0566  0.1267
O  -0.0067  0.0385  0.0639
O  -0.0403  -0.0334  0.0003
O  -0.0242  0.0145  -0.0153
O  0.0035  -0.0236  0.0063
O  -0.0021  0.0131  0.0429
O  -0.0389  0.0201  0.0796
O  -0.0254  0.0261  0.0017
O  0.0357  -0.0589  0.051
O  -0.0007  -0.0272  0.0352
Si  -0.0046  -0.007  -0.0045
Si  0.0025  0.0277  0.0473
Si  0  0.0013  0.0074
Si  -0.0062  -0.0061  0.0202
Si  0.0023  0.0067  0.029
Si  0.0162  -0.0142  0.0218
Si  0.0026  0.0051  -0.0001
Si  0.0009  -0.0051  -0.0049
Si  0.0006  0.0072  0.03
Si  -0.003  0.0009  0.0185
Si  0.004  -0.0075  -0.0046
Si  -0.0058  0.0271  0.0354
Si  -0.0417  -0.0143  -0.0214
Si  -0.0005  -0.0048  0.0204
Si  -0.0108  0.0215  0.0197
Si  0.0041  0.0079  0.0297
Si  0.0081  -0.0006  0.055
Si  0.0077  0.0031  0.0465
Si  -0.0016  -0.0051  0.0064
Si  -0.0002  0.0095  -0.0059
Si  0.0293  -0.0522  -0.0208
Si  0.0031  0.0091  0.0205
Si  0.0055  0.0028  0.0033
Si  -0.0763  0.102  -0.1185
Si  -0.0037  0.0009  0.0013
Si  -0.0025  0.0056  0.0012
Si  0.0322  -0.0117  -0.0083
Si  0.0021  -0.0026  0.0258
Si  -0.0002  0.0004  0.0068
Si  0.0061  -0.0139  -0.0101
Si  -0.0065  0.0017  -0.0057
Si  -0.0045  -0.0019  -0.0028
Si  0.0032  -0.0123  0.0151
Si  0.0054  -0.0031  0.001
Si  -0.0026  -0.0009  -0.006
Si  0.015  -0.0835  0.1198
Si  -0.0039  0.0014  0.0098
Si  -0.0027  0.0001  -0.0062
Si  -0.0141  -0.0191  0.0397
O  0.0055  -0.0064  -0.0053
O  0.0048  -0.0037  0.0098
O  -0.0353  0.0532  0.0089
O  -0.0118  -0.0145  -0.0132
O  0.0029  0.0015  -0.0119
O  0.0062  -0.0145  -0.0086
O  -0.0044  -0.0074  -0.0032
O  -0.0021  0.002  -0.0168
O  0.0134  -0.0031  -0.028
O  0.0117  0.0135  -0.0008
O  -0.0075  0.0085  0.0041
O  -0.009  0.0036  0.0084
O  -0.0013  0.0023  -0.0325
O  -0.0088  -0.0009  0.0027
O  -0.0135  0.0062  -0.0064
O  -0.0002  -0.0024  -0.0097
O  0.0096  -0.0117  -0.0035
O  0.011  0.0011  -0.0068
O  -0.018  0.0444  -0.0018
O  0.0017  -0.0044  -0.0163
O  0.0071  -0.0041  0.0032
O  0.006  -0.0042  0.0125
O  0.0304  0.0069  0.0083
O  -0.0019  0.0029  -0.0082
O  0.0046  0.0048  -0.0025
O  -0.0014  -0.0063  -0.0169
O  0.0033  0.0065  -0.0068
O  -0.0049  -0.0059  -0.0129
O  -0.0117  -0.0054  -0.0081
O  -0.0026  -0.0008  -0.0076
O  -0.0039  0.0023  -0.0118
O  -0.0031  0.002  0.0108
O  -0.0051  0.0162  -0.0056
O  0.006  -0.001  -0.0123
O  0.007  0.0096  0.0118
O  0.003  -0.0066  -0.013
O  -0.0019  0.0134  -0.0299
O  0.0008  0.0052  0.0149
O  -0.005  -0.0033  -0.0142
O  0.0016  -0.0054  -0.0126
O  -0.0008  0.0001  0.0007
O  0.001  -0.0072  0.0007
O  -0.0036  0.0035  0.0002
O  0.0019  -0.0008  -0.01
O  0.0048  0.0071  -0.0049
O  -0.0109  0.0025  -0.001
O  0.0061  -0.0019  -0.0055
O  -0.0006  -0.0008  -0.01
O  0.065  -0.0034  -0.0051
O  -0.0062  -0.0029  -0.0155
O  -0.0015  0.0023  0.0121
O  0.004  0.001  0.009
O  0.0318  -0.0008  0.0433
O  0.0047  0.0064  0.0031
O  -0.0306  0.0003  0.0526
O  0.0028  -0.0061  -0.0096
O  -0.0022  0.0013  -0.0014
O  -0.0005  0.0053  -0.0014
O  0.0126  -0.0191  -0.0581
O  -0.0028  -0.0037  -0.0158
O  -0.0097  -0.0288  -0.0187
O  0.0027  -0.0128  0.0031
O  -0.0012  0.0057  -0.0166
O  0.0083  0.0187  -0.0166
O  -0.0132  0.0114  -0.0024
O  0.0179  -0.0099  0.0127

The program warned: the cutoff lies below the one the program advises for these potential files; the forces do not sum to zero within the program's tolerance; the exchange-correlation potential is rough where the density is thin.
